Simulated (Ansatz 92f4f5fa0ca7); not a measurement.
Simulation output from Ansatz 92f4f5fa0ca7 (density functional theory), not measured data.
Periodic cell of 216 atoms, Si133O81H1N1, from a study of silicon, its oxide and their interface. The atomic structure is a simulated model.
Doubt: the cutoff is far below the 930 eV that the study's wrapper takes by default for these files, so forces and energies are approximate.
This geometry differs little from another in the collection (a relaxation step or a small displacement).

Settings: functional PBE; potential files Ansatz PAW; basis plane waves; wave-function cutoff 580 eV; density cutoff ratio 5; exchange-correlation grid ratio 1; k mesh 1 x 1 x 1, Gamma-centred; self-consistency stop 5e-08 eV per atom in the density residual; occupations fixed; spin none; net charge 0.

Cell vectors (angstrom)
a, 10.938, 0, 0
b, 0, 10.938, 0
c, 0, 0, 31.3322

Atoms: element, x, y, z (angstrom)
Si, 0.2194, -0.7027, 23.9055
Si, 5.0157, 0.3312, 23.9041
Si, 3.2258, 2.1329, 23.7528
Si, 7.882, 3.0631, 23.9693
Si, -0.5989, 6.1246, 23.9336
Si, 6.133, 4.9055, 23.949
Si, 2.1723, 8.7612, 23.9541
Si, 8.5874, 7.7427, 24.2262
Si, 1.3252, 1.2587, 24.9594
Si, 6.7743, 1.3681, 25.1713
Si, 4.1741, 3.9721, 25.016
Si, 9.5768, 4.1793, 25.1452
Si, 1.3419, 6.8559, 25.0917
Si, 6.8172, 6.7175, 25.2963
Si, 3.9898, 9.6196, 25.2255
Si, 9.5676, 9.4874, 25.422
Si, 2.6563, 0.0445, 26.5701
Si, 8.1669, 0.0287, 26.5562
Si, 0.0314, 2.7208, 26.4275
Si, 5.4644, 2.729, 26.5772
Si, 2.7699, 5.4243, 26.4173
Si, 8.237, 5.4462, 26.6378
Si, 0.0693, 8.1387, 26.6485
Si, 5.4256, 8.2058, 26.5211
Si, 4.1018, 1.3673, 27.9139
Si, 9.5708, 1.3673, 27.9139
Si, 1.3673, 4.1018, 27.9139
Si, 6.8362, 4.1018, 27.9139
Si, 4.1018, 6.8362, 27.9139
Si, 9.5708, 6.8362, 27.9139
Si, 1.3673, 9.5708, 27.9139
Si, 6.8362, 9.5708, 27.9139
Si, 0, 0, 29.2812
Si, 5.469, 0, 29.2812
Si, 2.7345, 2.7345, 29.2812
Si, 8.2035, 2.7345, 29.2812
Si, 0, 5.469, 29.2812
Si, 5.469, 5.469, 29.2812
Si, 2.7345, 8.2035, 29.2812
Si, 8.2035, 8.2035, 29.2812
Si, 1.3673, 1.3673, 30.6484
Si, 6.8362, 1.3673, 30.6484
Si, 4.1018, 4.1018, 30.6484
Si, 9.5708, 4.1018, 30.6484
Si, 1.3673, 6.8362, 30.6484
Si, 6.8362, 6.8362, 30.6484
Si, 4.1018, 9.5708, 30.6484
Si, 9.5708, 9.5708, 30.6484
Si, 2.7345, 0, 0.6835
Si, 8.2035, 0, 0.6835
Si, 0, 2.7345, 0.6835
Si, 5.469, 2.7345, 0.6835
Si, 2.7345, 5.469, 0.6835
Si, 8.2035, 5.469, 0.6835
Si, 0, 8.2035, 0.6835
Si, 5.469, 8.2035, 0.6835
Si, 4.1018, 1.3673, 2.0507
Si, 9.5708, 1.3673, 2.0507
Si, 1.3673, 4.1018, 2.0507
Si, 6.8362, 4.1018, 2.0507
Si, 4.1018, 6.8362, 2.0507
Si, 9.5708, 6.8362, 2.0507
Si, 1.3673, 9.5708, 2.0507
Si, 6.8362, 9.5708, 2.0507
Si, 0, 0, 3.418
Si, 5.469, 0, 3.418
Si, 2.7345, 2.7345, 3.418
Si, 8.2035, 2.7345, 3.418
Si, 0, 5.469, 3.418
Si, 5.469, 5.469, 3.418
Si, 2.7345, 8.2035, 3.418
Si, 8.2035, 8.2035, 3.418
Si, 1.3646, 1.4197, 4.7815
Si, 6.7841, 1.3971, 4.7874
Si, 4.1171, 4.0698, 4.7545
Si, 9.6027, 4.1294, 4.8441
Si, 1.395, 6.8425, 4.8939
Si, 6.8263, 6.8522, 4.7154
Si, 4.0471, 9.609, 4.8817
Si, 9.628, 9.5013, 4.6617
Si, 2.6664, 0.1308, 6.2848
Si, 8.1859, -0.1034, 5.883
Si, 0.1104, 2.8343, 6.2424
Si, 5.4732, 2.7912, 6.2282
Si, 2.8018, 5.3771, 6.221
Si, 8.2065, 5.5544, 6.1252
Si, 0.0512, 8.3661, 6.2387
Si, 5.4708, 8.1611, 6.1612
Si, 3.7379, 1.8631, 7.5796
Si, 9.6823, 1.1363, 7.0786
Si, 1.9918, 3.6068, 7.6628
Si, 6.4887, 4.6003, 7.4168
Si, 4.6633, 6.2802, 7.3606
Si, 9.1202, 7.4122, 7.2447
Si, 0.664, 10.4191, 7.4258
Si, 7.3622, 9.0661, 7.222
N, 7.1152, 4.1699, 9.0321
O, 7.2552, 9.1758, 8.9065
O, 9.2864, 7.4264, 8.9317
O, 0.8747, 10.4752, 9.0846
O, 4.2151, 1.4628, 9.1444
O, 1.8608, 3.9493, 9.3113
O, 8.377, 1.7869, 7.9613
O, 4.2335, 6.5332, 8.9416
O, 8.276, 8.2586, 22.6712
O, 8.5725, 2.296, 22.6395
O, 6.0527, 5.6722, 22.4604
O, 2.7935, 2.5554, 22.1829
O, 10.3897, 9.9953, 22.3921
O, 0.1557, 3.6664, 18.3062
O, 2.6398, 8.6284, 22.3593
O, 5.5546, -0.5049, 22.5636
Si, 7.08, 5.2018, 10.456
Si, -1.318, 3.8917, 11.2201
Si, 3.2834, 7.2393, 10.0324
Si, 3.1572, 13.5043, 15.8222
Si, -1.3219, 12.2641, 12.7569
Si, -0.25, 5.2548, 21.0347
Si, 6.3528, 10.2971, 21.1475
Si, 9.0498, -1.6387, 21.689
Si, 6.2458, -7.9582, 15.1994
Si, 1.444, -1.4829, 10.208
Si, 7.8243, 2.5783, 9.2701
Si, 5.7736, 0.727, 18.6071
Si, -1.7066, 2.529, 21.1586
Si, 7.7072, 5.0205, 17.0989
Si, 6.8778, 3.2475, 19.4231
Si, 1.5172, 4.7343, 10.714
Si, 5.221, 5.2647, 21.1247
Si, 3.4305, -0.2214, 16.8671
Si, 5.2395, 3.7847, 12.441
Si, 9.855, -1.3969, 11.8124
Si, -3.5039, 11.2338, 14.5341
Si, 5.089, -1.6888, 14.5821
Si, 2.5642, 3.8858, 21.2568
Si, 1.658, 3.0136, 18.4702
Si, -0.8254, 10.3825, 14.6694
Si, 8.0434, 8.0527, 9.8254
Si, 5.0056, 8.0243, 19.5769
Si, 13.2583, 9.1675, 20.8579
Si, 10.7314, -5.6958, 17.9837
Si, 5.1945, 7.0152, 16.6154
Si, 5.1759, 12.2861, 10.4762
Si, 11.5958, 11.5766, 20.0412
Si, 4.0122, 9.6356, 11.6701
Si, -0.2124, 8.8486, 19.3925
Si, 2.5197, 4.3132, 13.5776
Si, 2.1785, 6.2615, 16.0064
Si, 1.0308, 8.9357, 16.7343
O, 2.1881, -2.6765, 9.3598
O, 6.1573, 8.8628, 20.3761
O, 9.223, 2.8022, 10.0784
O, -0.2731, 10.4837, 19.2835
O, 1.09, 8.3225, 20.2154
O, -2.8694, 2.2988, 20.0305
O, 2.3863, 2.9509, 14.4474
O, -0.1114, 4.8786, 10.752
O, -1.0122, 2.9055, 12.4944
O, 9.5372, 4.1201, 21.0551
O, 5.7749, 4.8565, 11.3512
O, 14.5566, 8.7903, 19.9595
O, 3.7014, -5.9631, 21.6329
O, 9.8977, 9.3036, 13.439
O, 5.8745, 3.88, 20.5438
O, 5.1109, 7.9972, 17.9382
O, 8.6742, -11.2485, 15.4297
O, 9.3226, -5.5042, 17.125
O, 13.1586, -1.147, 17.4558
O, 13.5524, 3.6078, 19.6542
O, 1.9923, 5.533, 14.5445
O, 5.7517, 11.4895, 20.229
O, 6.5931, -4.7624, 16.7966
O, 10.5992, 1.635, 20.9152
O, -2.5904, 4.8745, 11.4464
O, 4.2329, -2.7915, 11.0067
O, 2.3823, 6.1129, 10.7978
O, 12.7894, -0.1741, 20.8665
O, 7.0373, 6.7964, 10.1299
O, 22.0998, -2.0652, 11.1102
O, 4.0689, 4.6038, 13.2073
O, 4.7118, 14.0201, 15.7573
O, -0.0417, -2.6049, 17.8382
O, 6.0594, 13.2554, 18.3594
O, -0.5542, 6.2972, 22.2539
O, 2.493, 14.223, 17.1134
O, -2.9715, -0.453, 21.3674
O, 5.0523, 10.781, 11.1266
O, 1.0862, 5.7463, 17.1177
O, -4.4718, 9.999, 14.1403
O, 1.1236, 4.5506, 21.5502
O, -4.0817, -0.2705, 17.9095
O, -8.4265, 10.1487, 11.2398
O, 6.6334, 1.4068, 15.3967
O, 3.7526, 6.1821, 16.5234
O, 4.2737, 11.2971, 18.1157
O, 6.3117, 3.3867, 13.6117
O, 5.3798, 7.7414, 15.1456
O, 0.2531, 9.9337, 15.7438
O, 12.6773, 7.8175, 15.7937
O, -0.3592, 11.8113, 14.0075
O, 6.7421, 1.6235, 10.0586
O, -0.2454, -5.0259, 19.5114
O, -2.8834, 22.9182, 13.2111
O, 5.1518, 6.4657, 20.04
O, 1.7878, 4.0033, 12.1534
O, -6.5415, 9.9324, 15.8568
O, 9.4146, -2.4489, 20.294
O, -3.5615, 3.8585, 15.9914
O, -6.8181, 9.3744, 13.2748
O, 4.7415, 2.4398, 11.6313
O, 2.8539, 0.9904, 15.9644
O, 9.8687, 0.2389, 11.5335
O, 8.5504, 8.7736, 11.1967
O, 7.4935, 4.5053, 18.6204
O, 1.3954, 12.3975, 18.8433
H, -3.2544, 0.0763, 17.5321

Results
free energy: -131014.411 eV
free energy less fixed offsets of H -15.97, N -385.13, O -568.88, Si -635.61 eV per atom: 2.099 eV

Forces (eV/angstrom), in the order of the atoms: element, x, y, z
Si, 0.0728, 0.0104, -0.0345
Si, 0.0348, 0.0382, -0.0526
Si, 0.0245, -0.0712, -0.0032
Si, -0.0397, -0.0097, -0.0473
Si, -0.1029, 0.0277, 0.0433
Si, 0.0571, -0.0394, -0.0696
Si, -0.0101, 0.057, -0.0182
Si, 0.1393, 0.029, -0.1725
Si, -0.0411, -0.012, 0.0239
Si, 0.0089, -0.0284, 0.0009
Si, -0.0487, 0.0497, 0.071
Si, 0.0116, 0.015, -0.0001
Si, 0.023, -0.0276, 0.0103
Si, -0.1062, 0.0079, 0.0469
Si, -0.01, -0.0631, -0.0092
Si, -0.0509, -0.0348, 0.0034
Si, 0.0071, 0.0646, -0.01
Si, -0.0003, 0.0179, -0.0201
Si, 0.0214, -0.0071, 0.0031
Si, -0.0262, 0.018, -0.059
Si, 0.0094, -0.0173, -0.0283
Si, 0.0348, -0.0472, -0.0496
Si, 0.0087, 0.0015, -0.0628
Si, 0.0124, 0.0182, -0.0256
Si, -0.2925, 0.1018, 0.1956
Si, 0.1159, 0.297, -0.4547
Si, 0.1841, -0.1251, -0.7824
Si, -0.019, -0.1915, 0.4501
Si, -0.2551, -0.2372, -0.4542
Si, 0.2248, -0.1568, 0.7883
Si, 0.1528, 0.0906, 0.6199
Si, -0.219, -0.0774, -0.1872
Si, -0.0227, -0.078, 0.0034
Si, -0.0934, -0.0974, 0.0044
Si, 0.0826, -0.0061, 0.0249
Si, -0.0086, 0.0382, 0.0292
Si, -0.1319, 0.0528, 0.0446
Si, 0.0199, -0.0331, -0.0063
Si, -0.0151, 0.0683, 0.0336
Si, 0.0446, -0.0201, -0.0061
Si, -0.0306, 0.0063, -0.0003
Si, 0.0605, -0.0047, -0.0423
Si, -0.029, 0.0416, 0.0153
Si, 0.0162, -0.0508, -0.0182
Si, 0.0458, -0.0215, -0.0269
Si, 0.0022, 0.0172, 0.0002
Si, 0.0319, -0.0382, -0.0129
Si, -0.0348, 0.0435, 0.0003
Si, 0.0447, -0.0526, -0.0197
Si, -0.0622, 0.006, 0.0309
Si, -0.0803, 0.0342, 0.0298
Si, 0.0349, -0.0382, 0.0184
Si, -0.0395, 0.0619, 0.0189
Si, 0.086, -0.0291, -0.0192
Si, -0.0326, -0.0243, 0.0079
Si, -0.0111, 0.0395, 0.0345
Si, -0.1127, -0.074, -0.0574
Si, 0.0485, -0.0153, 0.0018
Si, 0.1188, 0.0218, 0.0144
Si, 0.0234, 0.0815, -0.0313
Si, 0.0452, -0.0399, 0.0027
Si, -0.1301, 0.0093, -0.0626
Si, 0.028, 0.1038, -0.0223
Si, 0.1013, -0.0332, 0.0385
Si, 0.2644, 0.2784, -0.357
Si, -0.4516, 0.0226, 0.3364
Si, 0.044, -0.0169, -0.3947
Si, 0.1538, 0.1284, 0.4317
Si, 0.1246, 0.311, 0.4998
Si, -0.1003, -0.1048, -0.3529
Si, 0.0128, 0.0291, 0.6171
Si, 0.0005, -0.3131, -0.8303
Si, -0.0253, -0.0144, 0.0229
Si, -0.0389, 0.0145, -0.0032
Si, -0.0503, 0.0144, 0.0438
Si, 0.0089, 0.0181, -0.0104
Si, -0.0178, 0.0139, 0.0242
Si, -0.0174, 0.0094, 0.1002
Si, -0.0116, -0.0349, 0.0149
Si, 0.0826, 0.0147, 0.1005
Si, 0.127, 0.0315, -0.0351
Si, -0.0234, -0.0926, 0.0034
Si, -0.0188, -0.0364, 0.0231
Si, 0.0236, -0.0177, -0.0142
Si, -0.0317, -0.0263, -0.0047
Si, -0.0224, -0.0504, -0.1011
Si, 0.0916, -0.0184, -0.0819
Si, 0.0011, 0.0257, -0.0244
Si, -0.0683, -0.0605, 0.107
Si, 0.1227, 0.0655, 0.1101
Si, 0.0514, -0.0015, 0.0038
Si, -0.0596, 0.0995, -0.0065
Si, 0.0837, -0.0714, -0.0232
Si, 0.0182, 0.192, 0.0686
Si, -0.2231, 0.0181, 0.0378
Si, -0.0045, -0.0545, -0.0203
N, 0.0235, -0.0239, 0.0694
O, -0.0034, 0.0086, 0.0197
O, -0.0168, -0.03, -0.001
O, 0.0073, 0.0031, -0.0521
O, 0.0289, 0.0291, -0.0316
O, -0.0113, 0.0009, -0.0003
O, -0.0043, 0.0495, 0.0742
O, -0.0337, 0.0178, 0.0313
O, 0.0114, -0.0039, 0.0734
O, 0.0033, 0.0329, -0.033
O, -0.0325, -0.0453, 0.0047
O, -0.0147, 0.0843, -0.0388
O, -0.0298, -0.0264, -0.0274
O, 0.0225, 0.0177, 0.0021
O, -0.0099, 0.0026, 0.0082
O, -0.0101, 0.015, -0.0007
Si, -0.0277, 0.011, -0.0395
Si, 0.0294, 0.0208, -0.0179
Si, 0.018, -0.0285, -0.028
Si, -0.0052, 0.0015, 0.0001
Si, 0.015, 0.0141, -0.0198
Si, -0.007, 0.0431, 0.0528
Si, 0.0105, 0.0155, 0.0478
Si, 0.0291, -0.0095, 0.0727
Si, -0.0068, 0.0098, -0.0038
Si, -0.0077, 0.0382, -0.018
Si, -0.023, -0.0706, -0.0551
Si, 0.0022, 0.0048, -0.0122
Si, -0.0283, -0.0103, 0.0574
Si, 0.0073, -0.0215, 0.0122
Si, -0.0218, -0.0029, -0.0021
Si, -0.002, -0.0007, -0.0328
Si, 0.0096, 0.0001, 0.0446
Si, 0.0182, 0.0037, 0.0093
Si, 0.0005, 0.0094, -0.0149
Si, 0.0326, -0.0033, 0.004
Si, 0.0117, 0.0009, 0.0084
Si, -0.0262, 0.0004, -0.0164
Si, 0.0095, -0.052, -0.0071
Si, -0.0037, -0.028, 0.0104
Si, 0.0181, -0.0142, 0.0006
Si, 0.003, -0.0184, -0.0422
Si, 0.0125, 0.0045, 0.0119
Si, -0.0166, -0.0072, 0.049
Si, -0.0044, -0.0183, -0.0147
Si, 0.0053, 0.0143, 0.0074
Si, -0.0106, 0.0076, -0.0686
Si, -0.0068, -0.0085, -0.0165
Si, -0.025, 0.0089, 0.0024
Si, 0.0128, 0.0083, 0.008
Si, 0.0121, -0.0046, -0.0091
Si, -0.0049, -0.006, -0.014
Si, -0.0189, 0.0128, -0.002
O, 0.0019, -0.0106, 0.004
O, -0.007, -0.0153, -0.0079
O, -0.0222, 0.0079, 0.0173
O, 0.0069, -0.0034, 0.0159
O, -0.0138, -0.0016, -0.02
O, 0.0196, -0.0018, 0.0063
O, -0.0032, 0.0027, -0.0023
O, -0.0519, -0.0391, 0.0204
O, -0.009, -0.0129, -0.012
O, 0.0127, 0.0059, -0.0093
O, 0.003, -0.0028, 0.0112
O, 0.0125, -0.0051, -0.0047
O, 0.0189, -0.0138, -0.0295
O, -0.006, 0.0012, 0.0054
O, -0.0107, 0.0159, -0.0025
O, -0.0003, -0.0143, -0.0155
O, -0.0076, 0.0014, -0.0057
O, -0.0015, 0.003, 0.0041
O, 0.0073, -0.0098, -0.0039
O, -0.0358, 0.0038, 0.0335
O, 0.0019, -0.003, 0.001
O, 0.0048, 0.0091, -0.0151
O, -0.0059, 0.0019, -0.0017
O, 0.0163, -0.0066, -0.007
O, 0.0241, -0.0175, -0.0037
O, 0.0097, 0.0088, 0.0006
O, -0.0045, 0.0009, 0.0038
O, -0.0048, 0.0146, -0.0072
O, 0.0053, -0.0033, 0.0103
O, -0.0112, -0.0074, 0.0034
O, -0.0075, 0.0072, 0.0016
O, 0.0131, -0.0062, 0.0049
O, 0.0094, -0.0068, 0.0063
O, 0.006, -0.004, 0.0123
O, 0.0326, -0.0437, -0.0528
O, 0.0027, 0.0026, 0.0229
O, -0.0166, -0.0029, -0.0077
O, 0.0198, -0.0108, 0.0033
O, 0.0073, 0.0048, 0.0074
O, 0.0069, -0.0018, -0.0026
O, 0.0179, -0.0053, -0.0285
O, 0.1584, 0.0677, -0.0869
O, -0.0004, -0.003, -0.0078
O, -0.0019, -0.0008, 0.0004
O, -0.0007, 0.0015, 0.001
O, 0.0022, -0.0105, -0.0162
O, 0.0026, -0.0051, 0.0088
O, 0.0001, 0.0085, -0.0007
O, 0.0014, -0.0011, 0
O, 0.0059, -0.0039, 0.0007
O, -0.0149, -0.0043, -0.0074
O, 0.0543, 0.0467, -0.0478
O, 0.0026, -0.0167, 0.0039
O, -0.0048, -0.0045, -0.0165
O, -0.0018, -0.0148, 0.0071
O, 0.0022, -0.0021, 0.0113
O, -0.01, 0.0083, 0.0044
O, 0.0008, 0.0074, -0.0132
O, 0.0022, 0.0033, -0.0051
O, 0.0224, -0.0124, 0.0237
O, -0.0044, -0.0019, 0.005
O, 0.0144, -0.0094, -0.0025
O, -0.0121, 0.0054, 0.0177
O, -0.0022, 0.0021, -0.007
O, 0.0059, 0.0165, -0.0133
O, -0.0041, 0.0475, 0.0166
H, -0.1662, -0.0657, 0.087

The program warned: the cutoff lies below the one the program advises for these potential files; the forces do not sum to zero within the program's tolerance; the exchange-correlation potential is rough where the density is thin.
